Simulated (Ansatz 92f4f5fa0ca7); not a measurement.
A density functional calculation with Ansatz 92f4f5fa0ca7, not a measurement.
Periodic cell of 192 atoms, Si128O64, from a study of silicon, its oxide and their interface. The atomic structure is a simulated model.

Settings: functional r2SCAN; potential files Ansatz PAW; basis plane waves; wave-function cutoff 800 eV; density cutoff ratio 5; exchange-correlation grid ratio 1; k mesh 1 x 1 x 1, shifted by 0.5 0.5 0 of a step; self-consistency stop 1e-10 eV per atom in the density residual; occupations fixed; spin none; net charge 0.

Cell vectors (angstrom)
a 10.88 0 0
b 0 10.88 0
c 3.5965 -1.8859 28.9362

Atoms: element, x, y, z (angstrom)
Si 1.7235 -1.6533 -0.0665
Si 4.4605 1.1968 0.1128
Si 1.1022 4.2689 0.0691
Si 3.8828 -3.9173 0.208
Si -4.3535 -1.1199 0.1527
Si -1.7062 1.5815 0.1468
Si 7.0145 3.8393 0.0038
Si -1.0703 -4.3686 0.0407
Si 2.7582 0.0143 1.2658
Si 5.5389 2.7267 1.4698
Si 2.6697 -5.4782 1.424
Si 5.4084 -2.6945 1.472
Si -2.792 0.0178 1.4773
Si -0.0696 2.7265 1.384
Si 8.1844 5.4107 1.3357
Si 0.0619 -2.7171 1.2715
Si 1.3602 1.3425 2.6456
Si 4.0834 4.0638 2.7275
Si 1.3453 -4.0602 2.7567
Si 4.0425 -1.3136 2.7801
Si 6.8153 1.3788 2.8865
Si 9.4914 4.0786 2.7875
Si 6.8276 6.7875 2.7023
Si -1.3311 -1.3834 2.6598
Si 0.0114 -0.0147 4.0351
Si 2.7124 2.6941 4.0474
Si -0.014 5.4574 4.1039
Si 2.7045 -2.7083 4.114
Si 5.4135 0.0105 4.1527
Si 8.1803 2.7332 4.1884
Si 5.4479 5.4382 4.0691
Si 8.1898 -2.7289 4.0487
Si 1.3886 -1.3643 10.8398
Si 4.0846 1.341 10.8712
Si 1.3288 4.0661 10.8823
Si 4.0845 -4.0479 10.8224
Si 6.7669 -1.3575 10.8947
Si -1.373 1.3745 10.8439
Si 6.8404 4.0803 10.8464
Si -1.371 6.7757 10.879
Si 2.7307 -0.0241 12.2425
Si 5.494 2.7016 12.1684
Si 2.7338 5.4667 12.139
Si 5.4142 -2.7395 12.2573
Si -2.7476 0.0479 12.1973
Si -0.06 2.7168 12.2544
Si 8.1623 5.419 12.2771
Si 0.0166 -2.7221 12.1683
Si 1.3346 1.3484 13.5497
Si 4.1649 4.1359 13.4176
Si 1.3634 -4.104 13.5073
Si 4.0806 -1.3793 13.6407
Si -4.0663 1.3988 13.6219
Si -1.4095 4.0437 13.6934
Si 6.7787 -4.1015 13.6232
Si -1.3642 -1.3339 13.4607
Si -0.0745 0.0121 14.892
Si 2.7769 2.7998 14.6769
Si 0.0373 -5.4587 14.9185
Si 2.6761 -2.7722 14.933
Si 5.4934 -0.0221 14.968
Si -2.8081 2.7597 15.1549
Si 5.4443 5.3755 14.9844
Si -2.6934 -2.6846 14.8421
Si 0.9747 -1.6717 16.1108
Si 4.2306 1.6276 16.0227
Si 1.6973 4.2666 16.1237
Si 3.8315 -4.3808 16.2101
Si 7.1409 -1.1482 16.265
Si -1.5999 1.1306 16.3252
Si -4.4916 3.8256 16.5709
Si -1.1861 -3.8889 16.1391
Si 2.9169 -0.3079 17.9283
Si 5.9304 -0.1606 -5.9699
Si 7.8759 -3.0174 -2.0314
Si -0.008 2.9452 18.357
Si 1.4978 -0.254 -2.8724
Si 6.7144 4.6951 19.7263
Si 0.9009 2.0144 21.2458
Si 2.7721 2.5588 -2.0453
Si 5.6342 -5.2041 -2.1138
Si 2.784 -0.4245 -5.5541
Si 2.1881 -0.707 20.7701
Si -1.2363 -2.37 -6.5559
Si 5.1154 -3.7656 20.9178
Si 4.1695 4.1492 -4.351
Si -1.4796 -5.1346 18.8794
Si -1.1511 0.9616 -2.7417
Si 2.2566 4.6253 -6.8863
Si 0.2024 -3.2588 20.6994
Si 0.8945 1.9023 -6.4411
Si 6.7144 2.864 -5.5825
Si -2.6343 -1.0357 -4.2926
Si -1.2214 3.2583 -4.4297
Si -0.5969 -5.3056 -5.9773
Si 5.1773 -2.4565 18.1727
Si 1.3373 -1.3549 5.4505
Si 4.0489 1.3752 5.4672
Si 1.3692 4.0712 5.4148
Si 4.0897 6.7985 5.4342
Si 6.8196 -1.3759 5.4276
Si -1.3227 1.3341 5.4553
Si 6.781 4.0964 5.4804
Si -1.3694 -4.0704 5.4547
Si 2.6988 0.0062 6.8008
Si 5.4162 2.7263 6.8228
Si 2.7255 5.4279 6.788
Si 5.4568 -2.7289 6.7856
Si -2.7102 -0.0167 6.8024
Si 0.0279 2.7132 6.791
Si -2.7273 -5.4206 6.8122
Si -0.0162 -2.7148 6.8143
Si 1.3611 1.3598 8.1688
Si 4.0656 4.0815 8.1839
Si 1.3565 6.7904 8.1412
Si 4.0854 -1.3556 8.1132
Si 6.7952 1.351 8.1472
Si -1.3476 4.0798 8.1222
Si 6.7991 -4.0706 8.1703
Si -1.3691 -1.3682 8.1868
Si 0.0019 0.0047 9.5188
Si 2.7061 2.7086 9.538
Si -0.0072 5.43 9.5042
Si 2.7315 -2.7098 9.4597
Si 5.4273 -0.0166 9.499
Si 8.1742 2.7274 9.4688
Si 5.4506 5.4418 9.5151
Si 8.1431 -2.7211 9.5479
O 3.2251 1.056 17.1672
O 5.575 -5.1577 20.2441
O -2.6614 -0.033 16.8241
O 5.4764 0.0129 -0.4241
O -1.7729 -3.7391 -1.2823
O 6.6038 -1.9924 17.5715
O 5.4054 3.1994 -4.7237
O 1.778 3.5211 -1.2088
O 4.834 5.3472 -3.4765
O -0.8267 4.2847 18.6982
O 1.1905 3.3558 17.3714
O -1.9426 -4.574 17.4278
O 1.7012 3.1132 -7.1898
O 0.0361 5.4019 -0.4679
O 6.8117 3.9322 -6.8127
O 6.3527 4.4024 -1.3886
O 2.3962 -1.4852 -6.7106
O 0.0256 0.0887 -3.4177
O 1.2729 -2.0227 20.4719
O 6.737 -1.0227 -4.862
O -0.8801 4.8385 -4.5446
O 6.547 3.3977 20.7236
O 8.1325 -5.3835 19.8674
O 4.5522 -4.6243 -1.079
O 8.1034 2.689 -0.43
O -0.4242 -4.026 19.426
O 1.3252 -1.1987 -1.5757
O 5.2676 2.6511 16.7615
O 2.7393 0.0297 19.4643
O 8.0951 3.0251 -4.7535
O 3.163 3.3231 -3.3961
O 3.3504 4.6244 -5.666
O 4.6262 -3.8377 17.5413
O 2.8269 -2.8166 -0.3563
O -2.4673 0.3461 -3.4523
O 4.0599 2.1662 -1.1452
O -0.0123 -2.018 -7.534
O -2.2459 2.3566 -7.4609
O 4.1454 -1.3141 17.7152
O 0.6148 2.3489 19.7145
O -0.1305 2.5451 -5.3802
O -2.5811 -2.5235 -7.4386
O -1.1246 0.7557 -1.1391
O 7.2333 -1.8573 -1.1072
O 6.6222 4.2976 18.1424
O -0.1081 -2.7671 16.6635
O 6.2092 -0.8195 -7.4161
O 2.0306 0.9888 -5.7601
O 0.9597 -5.3951 -6.4157
O 2.3641 -0.9374 -4.0582
O 5.2653 -2.6175 19.778
O 2.7357 5.3892 16.7342
O 4.3716 -0.1865 -5.6005
O 6.7572 -4.0996 -2.4327
O -0.9626 -3.7538 -5.7846
O -1.5505 4.8884 -7.1046
O -0.9329 1.8067 17.668
O 6.5113 1.3337 -6.0281
O -2.4299 -2.3239 -3.3521
O -0.0434 0.9096 -7.3231
O -1.5395 -1.1783 -5.487
O -1.0031 2.5606 -2.9826
O 2.0982 1.1541 -2.3919
O 1.5395 -0.9826 17.4703

Results
free energy: -118377.535 eV
free energy less fixed offsets of O -570.45, Si -639.56 eV per atom: -5.055 eV

Forces (eV/angstrom), in the order of the atoms: element, x, y, z
Si 0.0118 -0.0161 0.0907
Si 0.0078 -0.0181 0.0654
Si -0.0116 0.0175 0.0725
Si -0.0135 0.0131 0.0646
Si -0.0151 0.0147 0.0676
Si -0.0148 0.0176 0.086
Si 0.009 -0.0066 0.074
Si 0.0127 -0.0092 0.0691
Si -0.0017 0.0031 -0.0059
Si -0.0008 -0.0003 -0.0022
Si 0.0004 -0.0021 -0.0046
Si 0.0015 -0.0021 -0.004
Si 0.0002 -0.0015 -0.0045
Si 0.0017 -0.0008 -0.0055
Si -0.0009 0.001 -0.0066
Si -0.0028 0.0009 -0.0045
Si -0.0002 -0.0007 0.0017
Si -0.0001 0.0002 0.002
Si 0.0006 -0.0002 0
Si 0.001 -0.0021 0
Si -0.0001 0.0012 -0.0001
Si -0.001 -0.0009 -0.0005
Si -0.0012 0.0004 0.0015
Si 0.0007 -0.0003 0.0011
Si 0 -0.0007 -0.0002
Si 0.0004 -0.0009 -0.0004
Si -0.0004 0.0002 0.0005
Si -0.0006 0.0005 0.0003
Si -0.0009 0.0003 0.0007
Si 0.0001 -0.0002 0.0006
Si -0.0001 -0.0001 0.0005
Si 0.0004 -0.0008 -0.0004
Si -0.0001 -0.0005 -0.0007
Si 0.0002 -0.0009 0.0001
Si -0.0004 -0.0007 0
Si 0 0.0001 0
Si -0.0001 -0.0002 0.0009
Si -0.0003 0.0001 -0.001
Si 0.0006 -0.0003 -0.0005
Si -0.0004 -0.0007 0
Si 0.0002 -0.0005 0.0001
Si 0.0007 -0.0015 0.0003
Si -0.0024 -0.0009 -0.0002
Si 0.0006 0.0001 -0.0003
Si -0.0013 0.0005 -0.0013
Si -0.0002 0.001 0
Si 0.0011 -0.0004 -0.001
Si -0.0004 -0.0022 0.0002
Si -0.0007 -0.0005 0.0006
Si 0.0017 0.0013 0.0015
Si 0.0006 0.0009 0.0007
Si -0.0009 -0.0004 0.002
Si 0.0005 -0.0006 0.001
Si -0.0008 -0.0014 0.003
Si -0.0012 -0.0013 0.0018
Si -0.0003 0.0003 -0.0001
Si -0.0009 -0.0016 -0.0039
Si 0 -0.0014 -0.0014
Si 0.0015 0.0015 -0.0067
Si -0.0023 -0.0037 -0.0038
Si 0.0011 0.0006 -0.0022
Si -0.0037 0.0012 -0.0057
Si 0.0008 -0.0024 -0.0044
Si 0.0006 0.0003 -0.0045
Si 0.0075 0.006 0.0691
Si -0.0155 -0.0067 0.0577
Si -0.0102 -0.0179 0.0688
Si 0.0142 0.0102 0.0706
Si -0.0079 -0.0153 0.066
Si 0.0154 0.0125 0.0733
Si 0.0037 0.0143 0.1081
Si -0.0147 -0.0159 0.0808
Si 0.0155 -0.0117 0.1821
Si 0.0022 0.01 0.1622
Si -0.0073 -0.0174 0.1714
Si 0.017 0.0026 0.1873
Si -0.0162 0.0017 0.1985
Si -0.0329 -0.0129 0.2119
Si 0.0021 -0.0004 0.2065
Si 0.0039 0.0057 0.176
Si 0.0129 0.0001 0.1677
Si -0.0019 0.0141 0.1946
Si -0.0009 -0.0087 0.1759
Si -0.0139 0.0133 0.1733
Si -0.0199 0.0036 0.2044
Si 0.0018 0.015 0.2092
Si 0.0201 0.0214 0.1666
Si 0.0153 -0.0223 0.1707
Si 0.0022 -0.0331 0.1889
Si 0.0063 0.02 0.1756
Si 0.0121 0.0169 0.1564
Si -0.0284 -0.0043 0.1632
Si 0.0101 -0.0138 0.1967
Si -0.0039 -0.0298 0.168
Si 0.0001 -0.0071 0.1427
Si -0.0195 0.0094 0.1732
Si 0 0 0.0002
Si 0 -0.0001 0.0001
Si 0 -0.0001 0.0002
Si 0 -0.0003 0.0005
Si -0.0003 -0.0002 0.0004
Si -0.0002 -0.0003 0.0003
Si -0.0005 -0.0003 -0.0002
Si -0.0005 0.0001 0.0001
Si -0.0003 -0.0002 -0.0003
Si -0.0002 -0.0003 -0.0005
Si 0.0001 -0.0003 -0.0001
Si 0.0002 -0.0001 0.0001
Si -0.0001 -0.0003 -0.0004
Si 0 -0.0005 -0.0002
Si -0.0002 -0.0002 -0.0003
Si -0.0003 -0.0002 -0.0004
Si -0.0002 -0.0001 -0.0004
Si 0 -0.0002 0
Si -0.0001 -0.0002 -0.0004
Si -0.0001 -0.0003 -0.0002
Si 0.0001 -0.0004 -0.0002
Si 0 -0.0002 -0.0003
Si -0.0003 -0.0003 -0.0003
Si -0.0004 -0.0001 -0.0004
Si 0.0004 -0.0003 0.0001
Si -0.0004 -0.0005 0.0003
Si -0.0001 -0.0002 -0.0004
Si 0.0001 -0.0002 0.0002
Si 0.0002 -0.0002 -0.0003
Si -0.0001 -0.0006 0.0001
Si 0.0003 -0.0001 0.0002
Si -0.0001 -0.0007 0.0003
O 0.0241 0.0283 -0.0715
O 0.0274 -0.0225 -0.0778
O -0.0008 -0.0002 -0.0343
O 0.0008 0.0005 -0.0328
O -0.0337 0.0264 -0.0826
O 0.0302 0.0252 -0.0776
O 0.0448 -0.0263 -0.0769
O 0.0324 -0.0363 -0.0884
O -0.0368 -0.0387 -0.1115
O 0.0057 -0.0194 -0.0569
O 0.0288 0.0279 -0.0872
O 0.0027 0.0285 -0.1146
O 0.004 0.0073 -0.0581
O -0.0006 -0.002 -0.0359
O 0.0309 0.0214 -0.1003
O -0.0254 0.0281 -0.0867
O -0.0293 -0.0398 -0.1186
O -0.008 -0.0003 -0.0638
O 0.0067 0.0099 -0.0612
O -0.0385 0.0187 -0.0884
O 0.0095 0.0251 -0.0837
O 0.0299 0.0565 -0.1231
O 0.0176 -0.0003 -0.0683
O 0.0302 -0.0263 -0.0859
O 0.0052 -0.0055 -0.0404
O -0.0422 -0.0469 -0.0987
O -0.0061 0.037 -0.1243
O -0.0037 -0.0073 -0.0389
O 0.0161 -0.0059 -0.1573
O -0.0267 0.0043 -0.0726
O 0.0272 0.0324 -0.1142
O -0.0549 0.0162 -0.1274
O -0.0232 -0.0278 -0.0844
O -0.0048 0.0058 -0.0348
O -0.0233 -0.0217 -0.0781
O -0.0337 0.0253 -0.0879
O 0.0485 0.0074 -0.0808
O 0.0165 -0.0211 -0.0766
O -0.0083 0.0096 -0.0385
O -0.0342 0.0321 -0.1537
O 0.0376 -0.0216 -0.0963
O -0.0335 0.0089 -0.0833
O 0.0139 -0.0126 -0.1322
O 0.0292 -0.0329 -0.0889
O -0.006 -0.028 -0.1579
O 0.0027 0.0026 -0.0408
O 0.0288 -0.0329 -0.1091
O -0.0198 0.0133 -0.0706
O 0.0217 -0.0003 -0.0563
O 0.0358 -0.003 -0.1385
O 0.0002 0.0297 -0.1427
O -0.0005 0.0003 -0.0341
O 0.0122 -0.0053 -0.0567
O 0.003 0.004 -0.0565
O 0.0009 0.01 -0.0571
O -0.0375 -0.0245 -0.0862
O -0.0341 -0.0356 -0.0895
O 0.0033 -0.0122 -0.0538
O 0.0143 0.0519 -0.1212
O -0.0424 -0.0124 -0.0844
O 0.0292 -0.0339 -0.1129
O -0.005 0.0402 -0.0968
O -0.0147 -0.0279 -0.0658
O -0.0241 -0.021 -0.0782

The program warned: the cutoff lies below the one the program advises for these potential files; the forces do not sum to zero within the program's tolerance; empty levels may hold ghost states of the PAW files; the exchange-correlation potential is rough where the density is thin.
